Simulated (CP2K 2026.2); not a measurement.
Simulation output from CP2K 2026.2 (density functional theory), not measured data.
Periodic cell of 444 atoms, Si328O116, from a study of silicon, its oxide and their interface. The atomic structure is a simulated model.
Doubt: the forces sum to 1.56 eV/angstrom along one axis rather than to zero, so they err by at least 0.0035 eV/angstrom per atom on average; the grid cutoff is modest.

Settings
functional: PBE
method: Gaussian and plane waves
basis set: DZVP-MOLOPT-SR-GTH
pseudopotentials: GTH-PBE
grid cutoff: 350 Ry, relative cutoff 50 Ry
k points: Gamma only
occupations: fixed
spin: none
net charge: 0

Cell vectors (angstrom)
a 16.4025 0 0
b 0 16.4025 0
c 0 0 30.117

Atoms and the computed forces on them: element, x, y, z (angstrom), force x, y, z (eV/angstrom)
Si 16.171 0.083 29.964 0.011 0.018 0.001
Si 2.947 2.453 30.111 0.019 0.017 -0.524
Si 15.757 6.112 29.78 0.212 -0.238 -0.265
Si 2.438 8.18 29.605 -0.103 0.222 0.147
Si 15.768 11.509 30.075 0.004 0.135 -0.352
Si 2.791 13.994 30.012 -0.113 -0.091 -0.073
Si 5.143 0.229 0.192 0.032 0.234 -0.171
Si 8.627 2.684 29.971 -0.046 -0.16 0.202
Si 5.526 5.382 29.855 -0.086 0.047 -0.097
Si 8.577 7.79 29.992 -0.02 -0.034 -0.532
Si 5.012 11.635 29.649 0.319 0.125 -0.321
Si 8.199 14.045 29.797 0.2 -0.187 0.055
Si 10.762 0.282 30.064 0.076 0.102 0.172
Si 13.938 2.405 30.078 0.076 0.073 -0.116
Si 10.735 5.665 0.307 0.245 -0.099 -0.352
Si 13.56 8.391 0.216 -0.076 0.037 -0.324
Si 11.241 10.489 29.823 0.33 -0.052 -0.099
Si 13.798 13.675 0.496 -0.091 0.166 -0.31
Si 1.311 1.336 1.251 -0.045 -0.021 -0.318
Si 4.028 4.189 1.175 0.178 -0.079 -0.168
Si 1.188 6.94 1.058 -0.091 -0.089 -0.152
Si 4.064 9.633 0.735 -0.081 -0.025 -0.082
Si 1.245 12.515 1.125 0.027 0.008 -0.426
Si 3.96 15.184 1.541 0.059 0.008 -0.276
Si 6.882 1.5 1.192 0.123 0.033 -0.486
Si 9.502 4.132 1.513 0.033 -0.039 -0.295
Si 6.869 6.753 1.159 0.019 -0.002 -0.229
Si 9.587 9.545 1.135 -0.076 -0.052 -0.126
Si 6.737 12.537 0.971 -0.021 0.115 -0.182
Si 9.536 15.147 1.268 0.067 0.109 -0.213
Si 12.346 1.365 1.36 -0.068 -0.04 -0.304
Si 14.976 4.245 1.114 -0.061 0.028 -0.315
Si 12.289 6.917 1.511 -0.055 -0.049 -0.359
Si 14.921 9.814 1.423 0.112 0.102 -0.219
Si 12.17 12.226 1.285 -0.096 -0.155 -0.331
Si 15.177 15.139 1.584 -0.048 0.028 -0.249
Si 16.398 2.862 2.544 -0.166 -0.034 -0.141
Si 2.599 0.115 2.8 -0.03 0.025 0.177
Si 16.381 8.328 2.567 -0.042 0.03 0.105
Si 2.614 5.562 2.476 -0.051 0.13 -0.077
Si 0.092 13.713 2.797 0.122 0.022 0.087
Si 2.7 10.966 2.353 -0.013 0.096 -0.225
Si 5.455 2.848 2.578 -0.03 -0.087 -0.038
Si 8.173 0.097 2.635 0.008 0.07 -0.004
Si 5.438 8.287 2.32 -0.113 0.09 -0.101
Si 8.078 5.482 2.731 -0.019 -0.023 0.209
Si 5.454 13.732 2.597 0.052 -0.091 0.149
Si 8.124 11.024 2.378 0.035 0.113 -0.176
Si 10.972 2.775 2.727 0.181 -0.157 0.047
Si 13.672 0.046 2.786 -0.107 0.11 0.041
Si 10.849 8.284 2.726 -0.028 0.013 0.106
Si 13.68 5.476 2.689 -0.018 -0.125 0.085
Si 10.84 13.667 2.601 -0.039 0.07 -0.033
Si 13.539 11.042 2.803 -0.059 -0.058 0.075
Si 1.366 4.18 3.952 -0.02 -0.062 -0.026
Si 4.098 1.472 4 -0.033 0.03 -0.052
Si 1.397 9.66 3.9 -0.028 -0.065 -0.066
Si 4.059 6.939 3.797 -0.001 -0.002 -0.057
Si 1.377 15.083 4.172 -0.005 -0.058 0.006
Si 4.068 12.288 3.873 0.046 0.001 -0.151
Si 6.752 4.122 4.076 -0.062 0.08 -0.058
Si 9.561 1.398 4.047 0.022 -0.01 -0.131
Si 6.788 9.616 3.794 0.006 -0.019 -0.025
Si 9.494 6.863 4.036 0.012 0.079 -0.046
Si 6.81 15.095 3.99 -0.006 0.01 -0.08
Si 9.456 12.301 3.925 0.047 0.093 -0.035
Si 12.318 4.144 4.084 -0.031 0.004 -0.041
Si 15.054 1.491 4.029 -0.094 0.032 -0.146
Si 12.234 9.601 4.112 -0.067 0.085 -0.033
Si 15.05 6.908 3.978 0.071 -0.024 -0.093
Si 12.248 15.018 4.02 0.1 -0.022 -0.079
Si 15.023 12.367 4.07 -0.103 0.072 0.008
Si 16.4 16.383 10.824 0.02 0.019 0.013
Si 2.733 2.722 10.825 0.004 0.014 0
Si 16.402 5.463 10.83 0.008 -0.015 0.004
Si 2.739 8.205 10.822 0.005 -0.026 -0.01
Si 0.009 10.929 10.817 0.021 -0.006 0.008
Si 2.745 13.65 10.818 0.022 -0.025 0.005
Si 5.48 16.386 10.822 0.003 -0.004 0.007
Si 8.213 2.723 10.825 0.023 -0.019 -0.001
Si 5.475 5.461 10.824 0.035 -0.043 -0.01
Si 8.203 8.197 10.832 0.008 0.007 -0.01
Si 5.469 10.923 10.828 0.035 -0.028 -0.01
Si 8.218 13.661 10.827 -0.001 0.007 0.004
Si 10.945 16.395 10.83 0.006 -0.024 0.011
Si 13.668 2.717 10.828 0.015 0.014 0.008
Si 10.934 5.455 10.832 0.006 -0.004 0.008
Si 13.678 8.2 10.823 0.022 -0.01 -0.003
Si 10.949 10.937 10.825 0.012 -0.023 0.01
Si 13.683 13.663 10.822 0.006 -0.019 0.004
Si 1.368 1.336 12.187 -0.002 -0.024 -0.005
Si 4.119 4.072 12.181 0.002 0.013 -0.002
Si 1.378 6.829 12.175 0.002 0.007 -0.018
Si 4.107 9.553 12.194 -0.018 0.021 0.003
Si 1.386 12.278 12.193 -0.023 0.014 0.008
Si 4.125 15 12.189 -0.002 0.018 -0.004
Si 6.878 1.32 12.192 -0.018 0.042 -0.004
Si 9.594 4.061 12.213 -0.016 0 0.003
Si 6.859 6.802 12.198 -0.031 0.031 -0.007
Si 9.596 9.556 12.187 0.009 -0.012 -0.009
Si 6.862 12.277 12.175 -0.012 0.002 -0.024
Si 9.609 15.004 12.193 -0.028 0.028 0.005
Si 12.327 1.332 12.204 0.009 0.019 0.006
Si 15.051 4.061 12.184 -0.024 0.024 -0.015
Si 12.335 6.804 12.192 -0.017 0.011 -0.013
Si 15.049 9.561 12.194 -0.028 -0.032 -0.001
Si 12.335 12.295 12.196 -0.005 0.019 0.004
Si 15.047 15.01 12.209 -0.019 -0.004 0.014
Si 16.382 2.67 13.562 -0.008 0.061 0.019
Si 2.733 16.353 13.537 -0.005 0.045 -0.002
Si 0.019 8.184 13.55 0.048 -0.003 0
Si 2.731 5.438 13.519 -0.008 0.013 -0.017
Si 0.019 13.632 13.568 0.055 -0.025 -0.029
Si 2.75 10.912 13.576 0.041 -0.042 0.015
Si 5.493 2.683 13.529 0.038 0.001 -0.008
Si 8.25 16.345 13.571 0.078 -0.042 -0.005
Si 5.472 8.165 13.537 0.049 -0.047 -0.003
Si 8.227 5.428 13.579 0.001 -0.055 -0.004
Si 5.504 13.621 13.55 0.03 -0.039 0.018
Si 8.249 10.943 13.545 -0.074 0.005 -0.008
Si 10.967 2.676 13.585 -0.009 0.01 0.013
Si 13.679 16.365 13.595 -0.003 0.028 -0.025
Si 10.975 8.184 13.542 -0.008 -0.024 -0.005
Si 13.7 5.411 13.558 0.03 -0.051 0.002
Si 10.992 13.666 13.576 -0.009 -0.039 -0.019
Si 13.701 10.936 13.575 0.003 0.009 0.004
Si 1.374 4.048 14.862 0.033 -0.018 -0.023
Si 4.14 1.286 14.87 -0.051 0.014 -0.016
Si 1.373 9.544 14.942 -0.07 -0.066 0.028
Si 4.087 6.79 14.894 0.013 -0.001 0.015
Si 1.384 14.989 14.932 0.022 -0.018 0.01
Si 4.141 12.267 14.937 0 0.026 -0.03
Si 6.844 4.032 14.923 0.013 -0.027 -0.022
Si 9.634 1.272 14.963 -0.053 0.026 0.033
Si 6.874 9.54 14.845 -0.014 0.029 -0.066
Si 9.651 6.783 14.912 0.041 0.148 0.018
Si 6.92 14.928 14.921 -0.074 0.025 0.009
Si 9.636 12.296 14.929 0.074 0.027 -0.003
Si 12.371 4.012 14.947 0.009 0.069 0.042
Si 15.048 1.293 14.985 0.041 -0.048 0.012
Si 12.322 9.565 14.917 -0.045 -0.046 0.02
Si 15.095 6.767 14.899 -0.009 0.005 0.02
Si 12.333 15.013 14.999 -0.009 -0.03 0.097
Si 15.085 12.273 14.971 -0.066 -0.006 0.078
Si 0.015 16.299 16.346 -0.024 0.099 0.097
Si 2.746 2.662 16.172 0.033 0.055 0.238
Si 0.043 5.368 16.285 -0.044 0.038 0.032
Si 2.715 8.131 16.286 -0.015 0.03 -0.037
Si 0.048 10.907 16.367 0.082 -0.031 0.127
Si 2.769 13.641 16.299 -0.02 -0.035 0.057
Si 5.48 16.258 16.196 0.123 -0.028 0.03
Si 8.217 2.629 16.26 0.125 -0.01 0.072
Si 5.426 5.393 16.244 -0.092 0.074 0.134
Si 8.274 8.214 16.179 -0.037 -0.087 0.015
Si 5.528 10.86 16.246 0.033 -0.093 0.059
Si 8.321 13.625 16.365 -0.035 -0.059 0.037
Si 10.969 16.334 16.448 0.035 -0.032 0.03
Si 13.667 2.611 16.394 -0.013 0.011 -0.024
Si 11.05 5.42 16.289 -0.04 -0.324 0.126
Si 13.73 8.173 16.196 -0.009 -0.062 0.078
Si 10.973 10.939 16.319 0.003 0.014 0.095
Si 13.738 13.656 16.353 0 -0.018 0.045
Si 1.483 1.264 17.593 0.205 -0.019 -0.009
Si 4.02 4 17.632 -0.214 -0.063 -0.003
Si 1.365 6.746 17.683 0.114 -0.026 0.037
Si 4.096 9.532 17.59 -0.031 0.062 -0.035
Si 1.445 12.316 17.736 -0.128 -0.127 -0.058
Si 4.229 14.901 17.661 0.085 0.046 0.108
Si 6.824 1.184 17.552 -0.032 -0.039 0.019
Si 9.654 3.979 17.583 0.095 0.049 -0.265
Si 6.843 6.861 17.432 0.027 0.091 -0.176
Si 9.591 9.53 17.642 0.026 0.03 -0.023
Si 7.028 12.085 17.612 0.053 -0.126 0.013
Si 9.612 14.981 17.889 0.007 0.086 0.252
Si 12.347 1.25 17.893 -0.124 0.022 0.137
Si 15.128 3.953 17.666 0.099 -0.087 -0.006
Si 12.505 6.792 17.631 0.12 0.251 -0.105
Si 15.038 9.465 17.657 -0.059 0.02 -0.169
Si 12.381 12.287 17.708 -0.055 -0.04 -0.075
Si 15.079 14.969 17.828 0.107 0.005 0.069
Si 0.118 2.542 19.006 -0.055 -0.088 0.349
Si 2.947 16.383 18.993 -0.064 0.138 0.374
Si 0.003 8.11 19.015 0.163 0.071 0.508
Si 2.601 5.312 19.136 0.196 -0.065 0.237
Si 0.107 13.631 19.219 -0.066 -0.009 0.257
Si 2.902 10.983 19.048 0.125 0.051 0.365
Si 5.423 2.513 18.839 -0.005 -0.082 0.263
Si 8.065 0 19.183 -0.104 -0.249 0.273
Si 5.445 8.106 18.841 0.117 -0.082 0.064
Si 8.196 5.45 18.653 0.186 0.049 0.281
Si 5.694 13.427 18.892 -0.261 0.251 0.216
Si 8.246 10.754 19.206 -0.125 -0.09 0.245
Si 10.876 2.656 19.182 -0.132 -0.031 0.094
Si 13.758 16.28 19.356 0.147 0.034 0.192
Si 11.071 8.194 18.866 0.082 0.194 0.27
Si 13.932 5.42 19.015 0.352 -0.348 0.332
Si 11.088 13.557 19.24 -0.027 0.051 0.141
Si 13.733 10.868 19.023 -0.188 -0.035 0.244
Si 1.563 3.571 20.573 -0.08 -0.133 -0.2
Si 4.074 1.518 20.581 0.154 0.031 -0.084
Si 1.238 9.786 20.135 0.117 -0.056 0.152
Si 4.491 6.327 20.084 -0.063 -0.127 0.221
Si 1.511 15.208 20.401 -0.068 0.139 0.064
Si 4.563 12.108 20.474 -0.235 -0.136 -0.136
Si 6.807 4.028 19.827 0.012 0.236 0.125
Si 8.934 1.821 20.495 -0.238 0.514 0.046
Si 6.428 9.571 20.421 0.116 -0.257 0.228
Si 9.749 6.627 19.92 -0.216 0.031 0.301
Si 6.638 14.837 20.484 0.552 0.091 0.013
Si 9.886 11.957 20.503 0.021 -0.177 0.295
Si 12.13 4.429 20.135 -0.054 -0.01 0.728
Si 15.589 0.945 20.509 -0.176 0.093 0.194
Si 12.126 9.742 20.362 -0.1 -0.115 0.043
Si 15.65 6.567 20.802 -0.354 0.83 -0.504
Si 12.323 14.993 20.827 0.168 0.068 0.191
Si 15.304 11.917 20.439 0.068 0.094 0.33
Si 14.296 3.052 25.073 -0.113 -0.194 0.082
Si 4.529 0.669 23.682 -0.144 0.097 0.402
Si 11.915 13.199 26.24 0.161 -0.121 -0.264
Si 5.505 7.142 25.37 0.144 -0.102 -0.033
Si 7.259 5.465 23.829 0.08 -0.26 0.267
Si 1.773 1.27 25.244 -0.04 0.095 0.067
Si 4.108 14.685 22.041 -0.097 -0.388 0.308
Si 9.544 3.812 24.328 -0.051 -0.09 0.068
Si 9.583 7.247 22.832 0.048 0.016 0.199
Si 13.363 7.653 25.544 -0.09 0.081 0.373
Si 12.458 10.456 25.373 -0.08 -0.063 0.144
Si 10.168 16.378 22.469 0.199 0.056 0.49
Si 6.404 15.466 27.784 -0.169 0 -0.324
Si 2.169 12.521 26.368 -0.013 -0.059 -0.308
Si 5.306 12.674 26.709 -0.154 -0.145 -0.316
Si 16.294 2.486 22.999 -0.044 -0.148 0.395
Si 5.861 1.837 26.26 -0.208 -0.038 -0.166
Si 9.48 9.297 24.978 0.035 0.177 0.137
Si 11.67 5.016 22.867 0.006 -0.197 0.266
Si 5.635 7.388 22.439 0.065 0.168 0.379
Si 7.399 4.202 27.683 0.016 0.205 -0.309
Si 11.578 5.323 25.653 -0.13 0.342 0.063
Si 0.507 8.498 22.578 0.189 0.16 0.435
Si 13.929 8.24 22.434 -0.244 0.27 0.62
Si 11.525 1.661 24.697 -0.107 0.159 0.29
Si 12.691 15.382 28.286 0.039 -0.049 -0.264
Si 7.955 7.419 27.022 0.073 0.045 -0.394
Si 7.741 11.803 25.324 -0.019 -0.297 -0.007
Si 3.043 3.156 27.158 0.071 -0.081 -0.357
Si 12.494 4.244 28.255 -0.233 -0.16 -0.201
Si 14.496 11.766 23.566 -0.023 0.017 0.418
Si 0.857 10.348 27.894 -0.054 -0.055 -0.411
Si 13.309 14.461 23.958 0.019 -0.025 0.394
Si 13.641 0.397 26.011 0.074 0.066 -0.167
Si 0.647 10.339 24.949 0.099 0.233 -0.01
Si 1.376 15.277 27.495 -0.018 -0.029 -0.439
Si 3.69 6.287 27.575 -0.013 -0.081 -0.337
Si 9.607 12.14 27.764 0.01 0.055 -0.403
Si 14.794 5.546 27.142 0.094 -0.042 -0.469
Si 8.563 13.701 22.83 -0.049 -0.189 0.221
O 15.125 1.327 29.621 -0.295 0.198 0.081
O 0.15 15.734 28.503 -0.139 0.054 0.667
O 4.165 1.414 29.693 0.052 0.071 0.483
O 2.359 2.844 28.598 -0.001 -0.226 0.839
O 13.55 5.475 28.209 -0.044 0.069 0.113
O 7.891 5.741 27.209 -0.193 -0.333 -0.046
O 15.89 10.908 28.532 0.02 0.269 0.361
O 1.44 9.35 29.016 0.308 -0.197 0.357
O 14.729 12.737 29.618 0.016 -0.283 0.589
O 7.815 15.067 28.514 0.236 -0.366 0.543
O 2.544 14.89 28.596 0.391 -0.42 0.711
O 5.357 15.645 29.001 0.027 -0.104 0.492
O 8.598 3.427 28.473 0.277 -0.198 0.136
O 6.258 4.266 28.865 -0.534 0.165 0.284
O 6.578 7.93 26.301 -0.111 0.211 -0.122
O 2.513 7.167 28.264 -0.193 0.263 0.501
O 9.813 6.742 29.55 -0.11 0.127 0.345
O 7.984 8.157 28.473 -0.034 0.114 0.627
O 3.751 12.855 26.233 0.074 0.101 0.13
O 1.963 2.716 26.01 0.028 0.318 0.152
O 0.635 1.481 24.084 -0.154 -0.133 -0.199
O 6.186 5.667 25.054 -0.056 -0.138 0.01
O 11.286 16.161 28.566 -0.175 -0.062 0.122
O 13.128 14.934 29.766 0.239 0.102 0.286
O 13.212 2.834 28.627 0.284 -0.186 0.191
O 10.082 2.412 24.99 -0.07 -0.194 0.188
O 10.002 5.053 25.317 -0.022 -0.147 0.23
O 15.716 11.039 24.345 0.011 -0.362 -0.035
O 14.746 7.453 29.557 0.075 -0.201 0.119
O 10.544 10.91 28.343 0.072 0.065 0.433
O 12.442 9.344 29.454 0.132 -0.049 0.311
O 14.434 13.297 24.144 0.11 0.084 0.079
O 0.881 3.458 22.113 0.11 0.308 -0.527
O 15.309 3.44 23.872 -0.075 0.017 -0.331
O 2.951 2.712 20.737 -0.149 0.278 0.213
O 4.591 1.361 22.198 0.149 0.168 -1.056
O 0.232 10.986 20.69 0.025 -0.006 -0.507
O 1.66 9.118 21.598 0.007 0.121 -0.422
O 4.288 7.072 21.579 -0.268 0.109 -0.29
O 4.114 7.011 26.175 -0.355 -0.058 0.293
O 0.356 16.254 20.992 -0.205 -0.235 -0.308
O 12.036 0.804 25.985 0.1 -0.139 0.189
O 4.307 13.048 21.85 -0.203 0.133 -0.171
O 2.504 14.932 21.74 -0.126 0.197 -0.13
O 5.559 5.054 20.318 -0.114 -0.082 0.091
O 7.853 3.104 20.803 0.292 -0.502 -0.126
O 9.154 1.173 22.02 -0.24 0.265 -0.345
O 6.563 8.569 21.771 0.236 0.01 -0.456
O 8.492 6.528 23.806 0.028 0.02 0.091
O 10.822 5.441 20.341 0.205 0.152 -0.315
O 9.068 7.285 21.296 -0.11 -0.254 -0.431
O 5.113 15.407 20.934 0.377 0.02 -0.337
O 6.411 5.923 22.523 -0.013 -0.099 -0.282
O 9.766 8.707 23.489 -0.161 -0.025 -0.118
O 12.659 4.403 21.744 -0.121 0.019 -0.558
O 10.858 10.125 25.315 -0.117 0.025 0.158
O 12.822 2.631 24.391 -0.085 0.206 -0.012
O 15.298 1.655 21.996 -0.2 -0.37 -0.504
O 12.737 9.101 21.755 -0.001 0.037 -0.116
O 10.977 10.78 20.966 -0.046 0.099 -0.311
O 0.327 6.913 22.128 -0.18 -0.635 -0.513
O 14.653 6.9 26.216 0.106 -0.015 0.02
O 10.995 15.951 21.129 0.07 0.157 -0.259
O 7.279 14.144 21.89 -0.383 0.407 -0.41
O 14.623 11.977 21.96 -0.147 -0.12 -0.686
O 12.473 5.07 24.302 0.023 -0.177 -0.142
O 13.901 15.766 24.755 0.252 0.068 -0.046
O 5.664 1.36 24.675 -0.152 0.091 -0.063
O 6.489 0.487 26.971 0.178 -0.037 0.032
O 11.979 13.91 24.765 -0.375 0.214 -0.023
O 1.275 13.903 26.553 0 0.208 -0.004
O 3.116 0.916 24.424 0.046 0.11 -0.04
O 3.328 4.761 27.14 0.038 0.282 -0.059
O 11.35 4.601 29.319 0.145 0.155 0.201
O 4.571 15.417 23.457 -0.069 -0.344 -0.374
O 14.679 1.648 25.841 0.09 -0.209 0.223
O 5.478 10.824 21.001 0 0.119 -0.361
O 8.197 12.989 24.273 0.2 0.289 -0.52
O 10.367 13.058 26.651 -0.29 0.122 0.13
O 9.42 15.076 23.12 -0.094 0.087 -0.107
O 14.165 6.949 21.47 0.127 -0.525 -0.058
O 7.942 3.976 24.014 0.005 0.121 -0.187
O 15.351 9.068 22.444 0.055 -0.028 -0.331
O 13.132 10.901 23.937 0.213 0.072 -0.413
O 11.046 6.526 22.8 0.09 0.091 0.024
O 13.242 9.197 26.061 0.077 0.019 -0.007
O 11.273 0.599 23.493 -0.069 -0.211 -0.019
O 13.849 16.243 27.518 -0.216 -0.264 0.295
O 1.722 11.598 25.069 -0.131 0.165 0.116
O 5.916 14.191 26.883 -0.102 0.141 -0.157
O 1.937 11.559 27.672 0.208 -0.166 0.511
O 3.871 12.823 29.608 -0.158 -0.372 0.218
O 1.546 0.104 26.396 -0.093 -0.298 0.21
O 4.41 2.29 26.879 0.149 0.052 -0.075
O 5.237 7.89 23.95 -0.11 -0.08 -0.262
O 13.522 7.733 23.931 -0.084 0.107 -0.562
O 10.39 3.975 22.939 0.072 0.051 -0.314
O 9.693 1.469 29.676 -0.074 -0.047 0.206
O 9.235 12.943 29.12 -0.145 0.02 0.196
O 14.602 4.244 26.161 0.101 0.324 0.428
O 16.083 5.586 28.164 -0.144 0.163 0.687
O 11.986 6.863 26.049 -0.105 -0.245 -0.158
O 0.478 9.702 26.448 0.086 0.022 0.053
O 1.035 9.023 24.05 -0.208 -0.16 -0.236
O 11.866 4.163 26.757 0.193 0.116 0.238
O 9.411 12.603 21.965 0.042 -0.072 -0.325
O 12.662 11.753 26.326 -0.114 0.209 0.206
O 6.856 3.138 26.514 -0.037 0.418 0.19
O 8.235 10.345 24.772 -0.178 -0.064 -0.179
O 6.119 11.946 25.476 -0.005 0.16 0.114
O 8.272 11.792 26.89 0.154 -0.065 0.251
O 4.879 6.393 28.696 0.052 0.231 0.411
O 9.156 8.127 26.101 -0.261 -0.372 0.166
O 5.466 11.695 28.023 0.038 -0.16 0.687
O 12.623 14.05 27.392 0.176 -0.016 0.089
O 12.966 14.686 22.372 -0.019 0.113 -0.984
Si 16.374 0.079 5.417 0.013 -0.044 0.049
Si 2.722 2.816 5.36 0.049 0.055 -0.033
Si 0.004 5.527 5.349 0.001 0.025 -0.054
Si 2.743 8.258 5.271 -0.007 0.052 -0.056
Si 0.012 10.958 5.344 0.018 -0.048 -0.016
Si 2.78 13.644 5.368 0.008 0.082 0.012
Si 5.44 0.051 5.356 0.028 -0.028 -0.036
Si 8.173 2.762 5.392 0.034 -0.001 0.003
Si 5.372 5.568 5.306 0.021 -0.085 -0.048
Si 8.115 8.274 5.306 0.034 -0.006 -0.05
Si 5.445 10.938 5.258 -0.028 0.005 -0.057
Si 8.16 13.689 5.34 -0.025 -0.009 -0.038
Si 10.912 0.001 5.391 -0.056 0.012 0.009
Si 13.677 2.782 5.433 0.044 0.022 0.003
Si 10.904 5.515 5.387 0.023 -0.046 0.001
Si 13.661 8.218 5.384 -0.047 -0.02 0
Si 10.838 10.99 5.378 0.036 -0.054 -0.005
Si 13.641 13.709 5.41 0.006 0.007 0.048
Si 1.38 1.422 6.745 -0.013 -0.027 -0.012
Si 4.082 4.174 6.724 -0.089 0.034 0.02
Si 1.396 6.886 6.686 -0.016 -0.029 -0.007
Si 4.111 9.582 6.676 0.007 -0.015 -0.031
Si 1.384 12.304 6.723 -0.021 0.027 0.005
Si 4.115 15.044 6.725 0.038 -0.044 0.025
Si 6.818 1.383 6.743 0 -0.002 0.013
Si 9.55 4.127 6.743 -0.01 0.015 0.003
Si 6.786 6.879 6.686 -0.041 0.058 -0.004
Si 9.502 9.588 6.72 -0.016 0.039 0.016
Si 6.798 12.295 6.679 0 0.048 -0.013
Si 9.54 15.027 6.735 0.054 0.007 -0.022
Si 12.296 1.375 6.747 0.033 -0.026 -0.03
Si 15.06 4.156 6.752 -0.066 -0.013 0.008
Si 12.291 6.856 6.749 0.005 0.004 0.012
Si 15.05 9.585 6.72 0.013 -0.007 0
Si 12.264 12.317 6.736 0.009 0.029 0.012
Si 15.023 15.075 6.757 -0.124 0.088 0.017
Si 0.008 2.767 8.114 0.02 0.009 0.006
Si 2.739 0.01 8.086 -0.008 -0.005 0.001
Si 0.016 8.215 8.08 -0.019 -0.004 -0.011
Si 2.721 5.513 8.097 0.044 -0.032 0.007
Si 0.008 13.678 8.081 0.026 -0.012 -0.003
Si 2.749 10.929 8.073 -0.012 0.016 -0.005
Si 5.45 2.769 8.084 0.042 -0.008 -0.013
Si 8.189 0.003 8.098 -0.028 -0.01 0.006
Si 5.45 8.224 8.082 0.017 -0.035 0.002
Si 8.166 5.503 8.073 0.056 -0.026 -0.003
Si 5.473 13.665 8.082 0.006 0.028 0.012
Si 8.16 10.951 8.09 0.032 -0.043 0.004
Si 10.924 2.746 8.097 -0.006 -0.005 0.004
Si 13.656 0.016 8.121 0.027 -0.03 0.023
Si 10.903 8.225 8.086 0.025 -0.012 -0.001
Si 13.664 5.49 8.111 0.009 0.009 0.019
Si 10.917 13.677 8.108 0.025 0.003 0.016
Si 13.662 10.943 8.08 -0.012 -0.012 -0.005
Si 1.381 4.121 9.47 -0.03 0.015 -0.005
Si 4.111 1.369 9.458 -0.011 0.001 -0.015
Si 1.382 9.571 9.449 0.004 -0.016 -0.005
Si 4.109 6.848 9.462 -0.012 0.026 -0.002
Si 1.378 15.032 9.456 -0.026 0.018 0.008
Si 4.112 12.29 9.448 -0.023 0.023 -0.01
Si 6.841 4.105 9.456 -0.045 0.015 -0.003
Si 9.575 1.359 9.459 0.013 0.018 -0.002
Si 6.826 9.563 9.462 -0.028 0.011 -0.007
Si 9.56 6.835 9.458 -0.013 0.015 -0.003
Si 6.843 15.019 9.459 0.031 -0.012 0.001
Si 9.562 12.292 9.457 -0.012 0.016 -0.002
Si 12.305 4.096 9.464 0.007 -0.017 0.008
Si 15.045 1.372 9.464 -0.038 -0.002 0.005
Si 12.303 9.568 9.452 -0.007 0.002 0.005
Si 15.053 6.845 9.458 -0.021 -0.007 -0.005
Si 12.302 15.031 9.468 -0.009 0.036 0.021
Si 15.045 12.302 9.446 -0.022 0.024 0.001

Results
total energy: -85940.910 eV
total energy less fixed offsets of O -438.35, Si -107.03 eV per atom: 13.530 eV
